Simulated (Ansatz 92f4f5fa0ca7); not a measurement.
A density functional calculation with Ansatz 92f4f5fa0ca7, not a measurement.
Periodic cell of 215 atoms, Si132O82P1, from a study of silicon, its oxide and their interface. The atomic structure is a simulated model.
Doubt: the cutoff is far below the 930 eV that the study's wrapper takes by default for these files, so forces and energies are approximate.

Settings: functional PBE; potential files Ansatz PAW; basis plane waves; wave-function cutoff 580 eV; density cutoff ratio 5; exchange-correlation grid ratio 1; k mesh 1 x 1 x 1, Gamma-centred; self-consistency stop 5e-08 eV per atom in the density residual; occupations fixed; spin none; net charge +1 e, with a uniform compensating background and no finite-size correction.

Cell vectors (angstrom)
a 10.938 0 0
b 0 10.938 0
c 0 0 31.5432

Atoms and the computed forces on them: element, x, y, z (angstrom), force x, y, z (eV/angstrom)
Si 10.4346 0.5742 24.3392 0.0434 -0.0168 -0.1609
Si 6.0419 10.4984 24.1441 -0.0395 0.079 -0.1474
Si 2.1283 3.2483 24.0834 0.002 -0.0625 -0.1805
Si 8.7051 2.2593 24.3023 -0.0752 0.0176 -0.1525
Si 0.4973 5.053 24.1621 -0.0406 0.0668 -0.157
Si 5.05 5.8968 24.1972 0.047 -0.0727 -0.1787
Si 3.3927 7.6509 24.1603 -0.0282 0.0242 -0.1726
Si 7.8302 8.8272 23.9945 0.0725 -0.0285 -0.1847
Si 1.3437 1.477 25.4544 -0.0227 0.0336 0.0816
Si 6.913 1.3066 25.4872 0.0263 -0.034 0.0898
Si 4.0257 4.1011 25.3269 -0.0334 0.0077 0.0439
Si 9.6597 4.1018 25.4181 0.0378 -0.0362 0.0604
Si 1.4925 6.816 25.3664 0.0154 -0.0186 0.0626
Si 6.896 6.9475 25.247 -0.0117 0.0234 0.0275
Si 4.2263 9.5352 25.3428 0.013 -0.0216 0.0403
Si 9.5328 9.64 25.4327 -0.0582 0.0126 0.0965
Si 2.7778 0.0037 26.6552 0.0047 0.0175 -0.1409
Si 8.2154 -0.0261 26.9384 0.0118 -0.0033 0.2075
Si 0.0117 2.7705 26.9167 0.0059 -0.0028 0.2039
Si 5.4469 2.7365 26.6748 0.0057 -0.0146 -0.1147
Si 2.7514 5.4368 26.8391 0.0009 0.0014 0.1271
Si 8.2207 5.5235 26.6419 0.038 -0.0003 -0.1225
Si 0.0391 8.2088 26.6613 0.0256 0.0254 -0.1251
Si 5.5494 8.2 26.7973 0.0027 0.0263 0.1001
Si 4.1081 1.3645 28.0743 -0.0073 0.042 0.0634
Si 9.5866 1.3717 28.2725 -0.0045 -0.0069 -0.3662
Si 1.3865 4.1263 28.2714 0.0017 -0.0615 -0.3531
Si 6.8317 4.1394 28.0234 0.0097 -0.0686 0.123
Si 4.1576 6.8219 28.1536 -0.0962 0.0139 -0.0965
Si 9.5983 6.85 28.0535 -0.022 0.0192 0.0889
Si 1.3959 9.5863 28.0465 -0.0497 -0.0004 0.1238
Si 6.8375 9.5343 28.2693 0.084 0.0861 -0.3347
Si 0.0489 -0.0237 29.5355 0.0418 -0.0448 0.0155
Si 5.442 0.0176 29.5064 -0.0351 0.0243 0.0503
Si 2.7693 2.709 29.5333 0.0204 -0.0317 0.0479
Si 8.1651 2.7755 29.4932 -0.0232 0.0376 -0.0107
Si -0.0192 5.5133 29.5156 -0.0121 -0.0042 0.0489
Si 5.5044 5.452 29.5118 0.0147 -0.032 -0.011
Si 2.7453 8.2142 29.4635 0.0109 0.0074 -0.049
Si 8.2522 8.1636 29.5338 0.0458 -0.0409 0.0413
Si 1.3938 1.3556 30.9125 0.0016 -0.0086 0.0072
Si 6.8101 1.3853 30.8606 0.0199 0.0285 0.0035
Si 4.1294 4.0901 30.8957 -0.0002 0.0082 -0.0064
Si 9.5488 4.1258 30.8566 -0.0208 -0.0128 -0.0255
Si 1.3724 6.8634 30.8592 0.0159 0.0234 -0.0007
Si 6.8672 6.8064 30.8976 -0.0074 0.002 0.0165
Si 4.0881 9.5786 30.8588 -0.0324 -0.0242 -0.0193
Si 9.5997 9.5468 30.9026 0.0267 0.0282 0.0032
Si 2.748 -0.0307 0.7303 -0.0062 0.0276 -0.0129
Si 8.179 0.0004 0.676 0.0243 -0.0367 -0.0429
Si -0.0319 2.7508 0.6783 0.032 -0.0052 -0.0387
Si 5.4809 2.7261 0.7374 -0.0607 -0.023 -0.0131
Si 2.7303 5.4837 0.69 -0.0121 -0.0623 -0.0336
Si 8.2136 5.4401 0.739 0.0194 -0.0243 -0.0112
Si 0.0245 8.1831 0.7387 0.0084 0.0392 -0.0088
Si 5.4643 8.2066 0.6748 0.0113 0.0289 -0.054
Si 4.1211 1.3332 2.082 0.0221 0.0198 0.0025
Si 9.5198 1.3828 2.0318 -0.053 0.0494 -0.0313
Si 1.3194 4.1355 2.0477 -0.0234 0.0782 0.008
Si 6.8695 4.0619 2.1118 0.0629 -0.0535 0.0108
Si 4.0972 6.8671 2.0585 -0.0595 0.0494 -0.0128
Si 9.5911 6.7929 2.0932 0.0321 -0.0329 0.0191
Si 1.3871 9.5466 2.1006 -0.0195 -0.0354 -0.0071
Si 6.8035 9.5731 2.0688 -0.0204 0.0153 0.0203
Si -0.0724 -0.013 3.3256 0.2206 0.0104 0.2366
Si 5.474 -0.0118 3.5154 -0.0191 0.0133 -0.1352
Si 2.6934 2.7295 3.3203 0.0031 -0.0566 0.2609
Si 8.1931 2.6721 3.5312 0.0138 0.0657 -0.1389
Si -0.0114 5.4666 3.5449 0.0377 -0.0308 -0.1677
Si 5.4642 5.467 3.369 -0.0097 0.012 -0.0398
Si 2.7492 8.1905 3.5147 -0.0168 0.0106 -0.1231
Si 8.2131 8.1938 3.3891 0.0792 -0.0422 0.0017
Si 1.2897 1.3573 4.6819 -0.025 0.023 -0.1374
Si 6.8456 1.2964 4.9341 0.0025 -0.007 0.0699
Si 4.0609 4.1049 4.6881 0.0084 0.0452 -0.1337
Si 9.5384 4.0671 4.8884 -0.055 -0.0041 0.0901
Si 1.3615 6.8645 4.9039 0.0212 -0.001 0.0962
P 6.8594 6.7988 4.7007 -0.0413 -0.0362 -0.2583
Si 4.1267 9.5505 4.8863 0.0061 -0.0604 0.0791
Si 9.5741 9.5659 4.7723 -0.0944 -0.0819 -0.0593
Si 2.6322 0.0258 6.1166 -0.0164 -0.0237 -0.0355
Si 8.2287 -0.1307 6.279 0.0096 0.0408 0.0406
Si -0.0239 2.6544 6.2135 0.0605 -0.0248 -0.002
Si 5.384 2.7477 6.0973 0.0184 -0.0549 -0.0314
Si 2.7466 5.4314 6.1583 -0.0267 -0.0482 0.0102
Si 8.1014 5.4655 6.1807 -0.0138 -0.2062 -0.1097
Si 0.0094 8.2922 6.2408 0.0954 0.0767 -0.0091
Si 5.6099 8.1116 6.1353 -0.1774 0.1517 -0.0578
Si 3.4848 1.9148 7.1978 -0.0534 0.0673 0.216
Si 10.0313 0.8247 7.4728 -0.0609 0.0683 0.2606
Si 1.7806 3.6439 7.3601 -0.0709 0.0346 0.2145
Si 6.2061 4.5203 7.3737 -0.0259 -0.1545 0.4063
Si 4.6498 6.2925 7.2399 -0.2108 -0.0284 0.3485
Si 9.173 7.2095 7.3135 0.1645 0.0334 0.3865
Si 0.9021 10.1535 7.528 0.0738 -0.0067 0.2878
Si 7.4276 8.8882 7.4778 0.0654 0.1303 0.3911
O 4.5884 6.6369 8.8579 0.157 -0.035 -0.4005
O 1.3877 3.9723 8.9452 0.0212 -0.0835 -0.3107
O 9.7239 6.5298 8.7277 -0.1171 0.0533 -0.4324
O 1.3066 10.1122 9.1625 -0.1021 0.0238 -0.3707
O 6.0905 4.2328 9.0213 0.0132 0.1448 -0.4352
O 3.6944 1.5903 8.7907 -0.0592 0.0762 -0.3383
O 7.1033 8.9585 9.1179 0.0756 -0.138 -0.4234
O 9.6602 1.0687 9.0747 0.0947 -0.0425 -0.3388
O 8.2531 2.5296 22.738 0.0724 -0.047 0.3131
O 10.9971 5.5482 22.64 0.0349 -0.0803 0.2985
O 5.6336 0.0752 22.6283 0.0548 -0.0944 0.2993
O 5.2918 5.3987 22.6332 -0.0645 0.0591 0.3221
O 2.1416 2.8038 22.4774 -0.0191 0.0852 0.2962
O 3.3244 7.8481 22.5067 0.0717 -0.0365 0.3015
O 8.379 8.7389 22.4143 -0.1026 0.0229 0.3083
O -0.175 11.234 22.7498 -0.0657 0.0672 0.2917
Si 2.1537 2.993 12.8846 0.0101 -0.0252 0.3049
Si 8.6782 1.2915 10.3507 0.0196 0.054 0.3665
Si 1.065 4.5028 15.3497 -0.0113 0.0132 0.1397
Si 7.557 5.5718 12.1967 0.0408 0.0275 0.3315
Si 2.4094 8.1827 21.2081 -0.059 0.0408 -0.2779
Si 5.4162 7.7652 12.4622 -0.0012 -0.0076 0.3647
Si 9.2619 0.4562 15.4868 -0.0224 -0.0051 0.138
Si 2.9085 -0.0484 16.6439 -0.0262 0.0075 0.0211
Si 10.4657 1.1692 12.5961 0.0424 0.0029 0.308
Si 7.7638 2.8296 21.2305 -0.0058 0.042 -0.3012
Si 9.1284 8.7857 14.4464 -0.0579 0.0106 0.1684
Si 1.4776 4.7944 10.3506 0.0495 -0.0707 0.3745
Si 4.4763 9.4855 19.1274 0.0064 0.0061 -0.1269
Si 11.0696 6.0968 21.1095 -0.0028 0.0097 -0.2865
Si 6.6107 10.4474 14.832 0.0254 0.0132 0.1216
Si 5.3861 0.7301 21.1687 -0.0391 0.0288 -0.2981
Si 2.3493 9.8084 10.3939 0.0115 -0.0494 0.3676
Si 0.4251 10.6324 21.3858 0.066 -0.0488 -0.2465
Si 5.8515 5.2508 21.1253 0.035 -0.0014 -0.3059
Si 3.6542 7.0938 10.0859 -0.1184 0.0245 0.4537
Si 9.0458 5.6872 14.8372 0.045 0.0139 0.1866
Si 3.6616 4.0772 19.0901 -0.0053 0.0171 -0.1339
Si 10.027 3.6627 19.3089 0.0016 -0.0078 -0.1325
Si 4.2538 8.6598 15.3464 -0.0417 0.0327 0.1773
Si 0.4515 1.9156 17.1484 0.0095 -0.0217 -0.0119
Si 6.7879 7.5324 19.244 -0.0101 -0.0114 -0.1237
Si 5.2544 3.6202 16.7334 0.0023 0.0185 0.0203
Si 7.7802 5.0145 17.5168 -0.0138 -0.0134 -0.0006
Si 6.6661 9.9049 10.374 -0.0872 0.0855 0.4429
Si 4.3779 1.0517 10.1345 0.0038 -0.0536 0.3126
Si -0.0345 9.0941 11.8875 -0.0822 0.0443 0.3383
Si 9.0967 8.6285 20.9388 0.0335 -0.0206 -0.2741
Si 4.5491 1.667 14.5683 0.0165 -0.0078 0.1749
Si 2.4424 2.0823 21.0465 0.0383 -0.0276 -0.2693
Si 6.3352 3.3342 10.3621 0.1239 -0.0608 0.4325
Si 3.431 5.9152 16.7326 -0.0001 -0.0052 -0.0005
Si 9.8766 6.5489 10.3413 -0.0019 0.0224 0.5019
O 0.1204 2.6266 18.5777 -0.0113 0.0189 0.0476
O 2.9213 9.6257 15.5654 0.0161 -0.019 -0.0338
O 10.8564 4.8042 20.1372 0.0231 0.0583 0.1052
O 7.5578 2.3694 9.9084 -0.0198 0.045 -0.1098
O 10.935 5.3693 10.7948 -0.0156 0.0173 -0.1369
O 6.5875 6.7058 12.8678 -0.0077 0.0027 -0.1136
O 10.3143 8.0785 10.7542 -0.0335 -0.0927 -0.206
O 7.6622 9.4558 13.9873 -0.0051 -0.0216 -0.0748
O 8.4171 6.2252 10.9802 0.0836 0.0352 -0.203
O 5.3496 10.4943 20.0542 0.0198 0.0519 0.1099
O 2.1739 3.7679 11.4331 -0.0329 0.1007 -0.2364
O 7.9681 8.5454 19.7574 0.048 0.0198 0.0932
O 6.2004 6.7268 20.5409 -0.0254 -0.043 0.1067
O 5.5054 2.7117 15.4027 -0.0084 -0.0223 -0.0505
O 1.3026 0.9237 20.6997 -0.0234 -0.0034 0.0859
O 6.0703 9.0234 11.6213 0.0619 0.1128 -0.2447
O 4.61 4.9833 16.103 0.0038 -0.0016 -0.0086
O 6.5925 3.9046 17.626 0.0045 0.0024 0.0057
O 10.5511 10.6795 11.807 -0.0079 -0.0407 -0.1277
O 5.5763 0.4989 13.9762 -0.0042 -0.0015 -0.0701
O 8.012 5.0989 15.9214 0.0102 0.0056 -0.05
O 9.7322 9.8182 15.5686 0.0071 -0.0197 -0.0532
O -0.3981 5.1504 15.138 -0.025 0.0053 -0.0485
O 1.5631 6.8394 20.7934 0.0085 0.0014 0.0849
O 1.4953 0.6311 17.1641 0.0027 0.0021 0.0056
O 6.5894 1.7742 20.8065 0.0085 -0.0113 0.0897
O 1.0013 1.8256 12.8244 -0.015 -0.02 -0.0928
O 3.2535 5.4947 18.3272 0.0036 -0.0113 0.0389
O 9.512 2.0088 11.5723 -0.1048 -0.0016 -0.2121
O 1.0187 3.0953 16.1742 0.0004 0.0208 -0.0345
O 8.6005 5.1378 13.3712 -0.0769 -0.0079 -0.188
O 10.2639 8.58 13.2891 0.0906 0.0115 -0.1901
O 1.4412 9.3992 21.6904 -0.0017 0.0023 0.0682
O 10.0766 9.9298 20.6079 0.0005 0.0117 0.0853
O 3.1779 0.2087 10.9041 0.0159 0.0432 -0.1212
O 5.0703 2.3761 10.8322 -0.0375 -0.0152 -0.1387
O 1.7472 4.1721 13.9195 0.0244 -0.0402 -0.1375
O 7.9398 10.8334 10.8326 -0.037 -0.0308 -0.126
O 9.1322 4.4703 18.2173 0.0168 -0.0101 0.0375
O 5.6311 9.4947 15.7536 0.0046 -0.0066 -0.0398
O 5.5318 -0.0303 9.7888 0.0145 -0.0035 -0.1744
O 3.588 2.3173 13.3876 -0.0507 0.0275 -0.1181
O 1.9709 5.6478 16.0652 -0.0118 -0.0138 -0.0329
O 9.7083 1.0497 14.0296 0.0501 0.0312 -0.1684
O 4.4005 6.9263 11.5115 -0.0732 -0.0284 -0.2345
O 4.7576 4.4751 20.2171 0.0454 0.03 0.1117
O 9.9479 1.3435 16.6403 -0.0115 -0.0123 -0.0264
O 6.7022 4.2981 11.6327 -0.0742 -0.1113 -0.2157
O 5.5764 8.4039 18.575 0.0013 0.0007 0.0379
O 9.0662 2.7361 20.2531 -0.0495 -0.0188 0.1037
O 3.5976 1.1268 15.7684 0.0243 0.0238 -0.0504
O 4.216 3.0724 17.8982 -0.0083 0.0017 0.035
O 9.9079 7.2137 20.8891 0.0057 -0.0001 0.0774
O 3.3638 8.6746 9.8163 0.022 -0.0202 -0.1332
O 3.9344 7.423 16.3689 0.0134 0.0211 -0.0373
O 7.6272 0.4805 15.6866 -0.0038 -0.008 -0.0334
O 8.9274 7.3007 15.0348 -0.0015 0.0088 -0.052
O 3.9262 1.4349 21.1612 0.0111 0.0001 0.0777
O 1.5943 9.1208 11.6908 0.0834 0.0282 -0.1756
O 2.3337 6.16 10.1256 0.0533 0.0322 -0.1223
O 7.345 6.4597 18.1427 -0.0087 0.023 0.0379
O 7.22 4.3653 21.1287 -0.0031 -0.0198 0.0875
O 4.5439 8.2205 13.7837 0.0605 -0.0451 -0.2161
O 3.3259 8.6706 19.9582 -0.0451 -0.0382 0.1104
O 2.494 3.2335 19.8704 -0.0239 -0.0448 0.1009
O 3.734 10.3575 17.957 0.0158 -0.0179 0.0413

Results
free energy: -131310.856 eV
free energy less fixed offsets of O -568.88, P -755.39, Si -635.61 eV per atom: -6.786 eV

The program warned: the cutoff lies below the one the program advises for these potential files; the exchange-correlation potential is rough where the density is thin.
